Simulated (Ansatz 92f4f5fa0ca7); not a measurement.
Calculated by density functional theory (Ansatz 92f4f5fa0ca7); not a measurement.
Periodic cell of 192 atoms, Si128O64, from a study of silicon, its oxide and their interface. The atomic structure is a simulated model.
This geometry differs little from another in the collection (a relaxation step or a small displacement).

Settings
functional: r2SCAN
potential files: Ansatz PAW
basis: plane waves
wave-function cutoff: 800 eV
density cutoff ratio: 5
exchange-correlation grid ratio: 1
k mesh: 1 x 1 x 1, shifted by 0.5 0.5 0 of a step
self-consistency stop: 1e-10 eV per atom in the density residual
occupations: fixed
spin: none
net charge: 0

Cell vectors (angstrom)
a  10.88  0  0
b  0  10.88  0
c  1.291  -1.5723  29.6485

Atoms: element, x, y, z (angstrom)
Si  1.1212  -1.0507  0.1024
Si  3.7753  1.5804  0.149
Si  1.5896  3.7645  0.1579
Si  4.385  -4.3104  0.1272
Si  -3.8583  -1.6681  0.0168
Si  -1.0617  1.164  0.0449
Si  6.5829  4.3839  0.1077
Si  -1.6541  -3.8863  -0.0062
Si  2.658  0.038  1.4887
Si  5.4216  2.7494  1.3498
Si  2.7513  -5.4678  1.3635
Si  5.5012  -2.7484  1.4457
Si  -2.7023  -0.0232  1.2726
Si  0.0325  2.6583  1.4815
Si  8.1379  5.4944  1.4382
Si  -0.0445  -2.7139  1.2916
Si  1.3454  1.3489  2.8986
Si  4.0881  4.0789  2.7814
Si  1.349  -4.0746  2.6507
Si  4.0837  -1.3635  2.7178
Si  6.8071  1.3485  2.6439
Si  9.519  4.0839  2.7161
Si  6.8187  6.8109  2.8564
Si  -1.3743  -1.3645  2.7211
Si  -0.0351  -0.0386  4.1455
Si  2.7357  2.7343  4.1586
Si  0.0096  -5.4291  4.0552
Si  2.7085  -2.7322  4.0504
Si  5.4517  0.0102  4.0527
Si  8.1497  2.7072  4.0451
Si  5.4378  5.4316  4.1438
Si  8.1815  -2.6934  4.1433
Si  1.3369  -1.3739  10.8673
Si  4.0705  1.3668  10.8594
Si  1.385  4.081  10.849
Si  4.0903  -4.08  10.8909
Si  6.804  -1.3659  10.869
Si  -1.365  1.3437  10.8709
Si  6.7917  4.0885  10.87
Si  -1.3467  -4.0497  10.8486
Si  2.7051  -0.0125  12.1843
Si  5.4266  2.722  12.2272
Si  2.7203  5.4373  12.2406
Si  5.448  -2.706  12.2434
Si  -2.7184  -0.0254  12.245
Si  0.0309  2.7079  12.1735
Si  8.1681  5.4811  12.1719
Si  -0.0122  -2.7148  12.268
Si  1.3514  1.3223  13.5384
Si  4.069  4.0723  13.5985
Si  1.3682  -4.0802  13.6115
Si  4.0542  -1.3328  13.5688
Si  -4.0977  1.3418  13.5662
Si  -1.3163  4.1197  13.4534
Si  6.8426  -4.0577  13.5732
Si  -1.3745  -1.3643  13.6554
Si  -0.0064  0.0133  14.9776
Si  2.7103  2.6617  14.905
Si  0.0009  -5.4597  14.9241
Si  2.7158  -2.7094  14.9644
Si  5.4011  0.0341  14.9612
Si  -2.6789  2.7556  14.7554
Si  5.4622  5.445  14.8945
Si  -2.7262  -2.7065  15.0464
Si  1.5857  -1.1226  16.288
Si  3.8129  1.1412  16.3273
Si  1.1218  3.7721  16.1735
Si  4.3566  -3.8487  16.2008
Si  6.4796  -1.5614  16.2742
Si  -1.1905  1.668  16.1635
Si  -3.8013  4.2663  16.1032
Si  -1.5935  -4.3769  16.2667
Si  -0.0766  -1.416  18.8846
Si  3.7419  -1.1538  -6.7926
Si  4.4649  -3.9108  -6.9366
Si  5.7997  4.4761  -6.6363
Si  7.921  2.527  -1.9546
Si  2.7027  -3.173  -4.9211
Si  7.5382  2.9329  -5.0138
Si  0.2688  -5.2808  -1.9637
Si  0.5732  1.473  19.9682
Si  5.131  0.9428  -4.8624
Si  -1.2702  4.1035  -6.9811
Si  -0.1035  -4.1926  19.0518
Si  6.822  3.5773  19.092
Si  3.1602  3.0702  -5.7591
Si  4.4236  -0.2478  21.449
Si  -1.127  3.9326  20.2703
Si  7.0936  1.0592  20.6716
Si  2.5643  -5.3296  18.2869
Si  4.2884  4.284  20.4028
Si  3.4683  1.5568  19.2912
Si  5.6655  0.2806  -1.924
Si  2.4811  -2.9724  -1.8931
Si  -2.5849  -0.1483  18.2529
Si  0.891  5.1443  -4.9307
Si  1.3642  -1.39  5.4524
Si  4.1042  1.3494  5.4589
Si  1.3526  -6.775  5.457
Si  4.0614  -4.0712  5.4482
Si  6.7916  -1.3347  5.4539
Si  9.4928  1.3658  5.4476
Si  6.812  4.0544  5.4487
Si  -1.336  -4.0846  5.4526
Si  2.7262  -0.0152  6.8004
Si  5.4564  2.7099  6.814
Si  2.7146  -5.4276  6.8109
Si  5.4285  -2.7089  6.8009
Si  8.1434  0.0193  6.8134
Si  -0.0118  2.7264  6.797
Si  -2.709  -5.4522  6.7975
Si  0.0155  -2.7374  6.8193
Si  1.357  1.3573  8.1422
Si  4.0879  4.0846  8.1414
Si  1.3699  -4.0846  8.1782
Si  4.0759  -1.3635  8.1775
Si  6.7984  1.3624  8.1832
Si  -1.3595  4.0778  8.1722
Si  6.8005  -4.0821  8.1416
Si  9.5173  -1.3554  8.1359
Si  -0.0079  -0.0068  9.5003
Si  2.7296  2.7229  9.4849
Si  0.0075  -5.4383  9.5181
Si  2.7194  -2.7294  9.5349
Si  5.4399  0.0009  9.5258
Si  8.1574  2.7197  9.5299
Si  5.4369  5.4445  9.5074
Si  8.1608  -2.7102  9.4909
O  1.9169  -1.639  -1.1937
O  7.3971  3.8539  -1.205
O  2.744  -0.0424  16.6546
O  6.5542  1.6483  -5.2531
O  3.0113  -0.2679  -7.9348
O  -2.0669  1.1641  17.4562
O  8.1298  5.4071  16.5806
O  0.7568  4.3188  -1.1229
O  5.2937  0.1317  -3.4782
O  2.6926  2.6844  -0.4066
O  4.0839  -3.9113  -5.3567
O  5.4128  -2.7158  16.7513
O  1.3773  -4.1301  -1.8246
O  -0.446  5.3755  19.9363
O  0.1154  -0.0603  19.7361
O  6.681  3.5271  17.4938
O  2.0326  3.9758  -5.0255
O  3.7201  0.1407  20.0488
O  0.0375  0.0508  -0.4643
O  4.1928  1.6841  17.8394
O  -2.1074  3.0589  -6.0557
O  -1.1012  -4.6728  -1.342
O  6.6413  4.2722  -5.2712
O  3.1822  -4.5262  -7.728
O  6.2398  -1.0999  -1.3098
O  3.7783  -4.6372  17.4995
O  -0.0538  2.739  16.681
O  1.9435  4.2948  17.4852
O  6.4721  2.0803  19.5938
O  0.827  1.6642  21.5573
O  -0.4741  2.6362  19.5315
O  2.5839  -1.8654  -5.8872
O  2.8118  -2.627  -3.4205
O  5.4679  -5.4144  -0.4273
O  8.1454  0.1712  19.8362
O  1.0592  -1.6093  17.7516
O  5.6847  4.5831  19.6427
O  -0.2121  4.9079  -6.0751
O  3.816  -3.5089  -1.1735
O  4.3463  0.7613  -1.1377
O  1.4052  -4.2664  18.5124
O  -1.4728  -1.2907  18.0791
O  8.122  -2.7737  -0.5125
O  -2.2007  5.1976  -7.782
O  1.8827  1.7081  19.0675
O  4.6616  -2.3627  -7.401
O  3.0782  5.0861  19.7324
O  5.9972  0.098  21.3261
O  8.1347  2.8681  -3.516
O  6.9345  -0.7506  17.629
O  5.7688  -4.8535  -7.124
O  4.7065  -0.1579  -5.9592
O  1.5034  -4.2411  -5.0905
O  -0.1683  -2.7505  19.8148
O  0.1305  5.1162  -3.4962
O  -2.6379  4.04  19.7047
O  3.9615  2.0792  -4.7376
O  -1.5976  1.9644  -1.2859
O  6.8005  1.3994  -1.7539
O  4.2597  4.0545  -6.4166
O  6.4519  3.5104  -7.7801
O  2.5156  2.1592  -6.9435
O  3.9404  2.7106  20.3275
O  -1.0552  -4.0483  17.7599

Results
free energy: -118377.657 eV
free energy less fixed offsets of O -570.45, Si -639.56 eV per atom: -5.177 eV

Forces (eV/angstrom), in the order of the atoms: element, x, y, z
Si  0.0057  0.0006  -0.014
Si  0.0009  -0.0036  -0.0233
Si  -0.0015  0.0022  -0.0226
Si  -0.0013  0.0032  -0.0197
Si  -0.0045  -0.0001  -0.0147
Si  -0.0001  0.0023  -0.0232
Si  0.0033  0  -0.014
Si  0  -0.0036  -0.0172
Si  0.0021  0.0008  0.0054
Si  -0.0004  -0.001  -0.0037
Si  0.0002  -0.0008  -0.0019
Si  -0.0005  0.0004  -0.0033
Si  0.0016  -0.0011  -0.0052
Si  0.0007  0.0005  0.0046
Si  0.001  -0.0013  -0.0026
Si  -0.0019  0.0015  0.001
Si  0.0014  0.0019  0.0029
Si  0.0001  -0.0009  0.0008
Si  -0.0023  0.002  -0.0061
Si  0.0007  0.0001  0.0005
Si  0.0005  -0.0013  -0.0054
Si  0  0.0005  0.0001
Si  -0.0006  -0.0006  -0.0006
Si  0.0016  -0.0015  0.001
Si  -0.0018  -0.0011  -0.0011
Si  -0.0008  -0.0003  0.0006
Si  0.0004  0.0019  -0.0009
Si  -0.0011  -0.0005  -0.0024
Si  0.0012  0.0006  -0.0016
Si  -0.0004  -0.0012  -0.0024
Si  0  0.0002  -0.0019
Si  0.0013  0.0013  -0.0019
Si  0.0007  -0.0005  0.0028
Si  -0.0001  -0.0007  -0.0008
Si  0.0003  -0.0002  -0.0018
Si  -0.0005  0.0003  0.0021
Si  0.0012  -0.0003  0.002
Si  0.001  -0.0009  0.0036
Si  0  0.0001  0.0014
Si  0.0012  0.0008  -0.0025
Si  0.0002  -0.0012  0.004
Si  0.0007  -0.0009  -0.0014
Si  0  -0.0009  -0.0012
Si  0.0005  0.0004  0.0009
Si  0.0009  -0.0003  0
Si  0.0009  0.0006  0.004
Si  0.0004  0.0007  0.0048
Si  -0.0002  0.0001  0.0039
Si  -0.0001  -0.0016  0.0016
Si  -0.0002  0.0011  -0.0015
Si  0.0004  0.0003  -0.0042
Si  -0.0001  0.0005  0.0058
Si  -0.0007  -0.002  0.004
Si  0.001  -0.0002  0.0043
Si  0.0005  0.0002  0.0046
Si  -0.0016  0.0004  0.0046
Si  0.0015  0.0005  -0.0013
Si  0.0002  0.0005  -0.0048
Si  -0.0009  -0.0001  -0.0018
Si  -0.0001  0.0009  0.0017
Si  0.0018  0.001  0.0032
Si  -0.0003  0.0008  0.0024
Si  -0.0007  0.0004  -0.0051
Si  0  0.0005  0.0062
Si  0.002  0.003  0.0233
Si  -0.0021  0.0011  0.0276
Si  0.0047  0.0011  0.0238
Si  -0.002  -0.0037  0.0145
Si  0.0019  0.0024  0.0202
Si  -0.0036  -0.0001  0.0243
Si  -0.0016  -0.0052  0.0221
Si  0.0018  -0.0028  0.0255
Si  -0.0035  0.0022  0.0266
Si  0.001  0.002  -0.0018
Si  0.0044  0.003  0.0021
Si  -0.0024  0.0021  0.0011
Si  -0.004  -0.006  -0.0317
Si  0.0018  -0.0012  -0.0215
Si  -0.005  0.002  -0.0208
Si  0.0089  0.0096  -0.0317
Si  -0.0005  0.003  0.024
Si  -0.0015  0.0036  -0.0246
Si  -0.0009  0.0002  0.0037
Si  0.0009  -0.003  0.0331
Si  0.0018  -0.0019  0.0222
Si  -0.0014  -0.0004  -0.0047
Si  0.0008  -0.0037  0.0148
Si  0.0009  -0.0038  0.0186
Si  -0.006  0.0007  0.019
Si  -0.003  -0.0007  0.0388
Si  0.0042  -0.0006  0.0209
Si  -0.0039  -0.0024  0.0377
Si  0.0055  0.0054  -0.0318
Si  -0.0077  -0.0065  -0.0335
Si  0.0067  -0.0018  0.0299
Si  0.0079  -0.0014  -0.0216
Si  0  -0.0011  0.0003
Si  0.0015  -0.0007  0.002
Si  0  0.0014  0.0016
Si  -0.0005  0.0001  0
Si  0.0006  0.0005  0.0013
Si  -0.0006  -0.0003  -0.0001
Si  0.001  -0.0009  0
Si  0.0003  -0.0002  0.001
Si  -0.0006  -0.0005  -0.0017
Si  -0.0007  -0.0003  -0.0016
Si  0.0008  -0.0005  -0.0015
Si  0.0008  -0.0002  -0.0024
Si  0.0008  -0.0007  -0.0017
Si  -0.0004  -0.0007  -0.0017
Si  0  -0.0001  -0.0017
Si  -0.0001  -0.0002  -0.0018
Si  -0.0003  -0.0007  0
Si  0  0.0002  0.0001
Si  0  0.0002  -0.0001
Si  0.0005  -0.0007  -0.0001
Si  0.0009  -0.0002  0.0001
Si  0.0003  -0.0004  -0.0007
Si  -0.0003  0.0008  -0.0003
Si  -0.0001  0.0003  -0.0002
Si  0  0.0005  0.0024
Si  -0.001  -0.0008  0.0019
Si  -0.0006  0.0006  0
Si  -0.0001  0.0013  -0.0011
Si  -0.0007  -0.001  -0.0002
Si  0.0006  -0.0002  -0.0014
Si  0.0003  0.0011  0.0019
Si  -0.0002  -0.0007  0.0024
O  -0.0069  0.0045  0.0162
O  -0.0072  0.0081  0.0162
O  -0.0015  -0.0049  -0.0153
O  0.0003  0.0007  0.0078
O  0.0011  0.0041  -0.0019
O  0.0085  0.0065  -0.0256
O  -0.0007  0.0034  -0.0133
O  0.0088  -0.0025  0.0164
O  0.0047  -0.0038  0.0249
O  0.0009  -0.0012  0.0058
O  -0.0046  0.0032  0.0046
O  0.0005  -0.0004  -0.0151
O  -0.002  -0.0065  0.0103
O  0.0049  0.0084  -0.0099
O  0.001  -0.0073  -0.0112
O  0.0022  0.0049  -0.0401
O  -0.0044  0.0052  0.0064
O  -0.0001  0.007  -0.0146
O  -0.0022  -0.0013  0.0126
O  0.002  -0.0024  -0.0304
O  -0.0004  0.0003  0.0033
O  -0.0006  0.0061  0.0134
O  0.0026  -0.0017  0.0053
O  0.0004  0.0004  -0.0102
O  0.0071  -0.0076  0.0146
O  0.0085  0.0083  -0.0183
O  0.0008  -0.0001  -0.0116
O  -0.0106  -0.0076  -0.0244
O  0.0018  0.0061  -0.0119
O  -0.0004  -0.0006  -0.0085
O  0.0023  -0.0029  -0.0073
O  0.0012  -0.0045  0.0062
O  -0.0023  0.0003  0.0223
O  0.0007  0.0008  0.0102
O  0.0021  -0.0031  -0.0161
O  0.0121  0.0032  -0.0294
O  0.0026  0.0003  -0.0108
O  0.002  0.0021  0.0057
O  0.0055  -0.0054  0.0208
O  -0.0071  0.0064  0.0214
O  0.0053  -0.0046  -0.0145
O  -0.0035  0.0011  -0.014
O  0.0006  0.001  0.0102
O  0.0016  0.0018  -0.0075
O  0.0042  0.0037  -0.0098
O  -0.0067  -0.0027  0.0035
O  -0.0045  0.0062  -0.0148
O  0.0042  0.0055  -0.0112
O  0.0026  -0.0002  0.023
O  -0.0084  -0.009  -0.0232
O  0.0002  -0.0013  -0.0006
O  0.0029  0.0038  0.0094
O  0.0003  -0.0004  0.0044
O  -0.0004  0.0013  -0.0154
O  -0.0032  0.0033  0.0224
O  -0.0041  0  -0.0107
O  0.0023  -0.0043  0.0079
O  0.0065  -0.0037  0.0155
O  0.0022  0.0031  0.0071
O  -0.0003  -0.0014  0.0004
O  0.001  -0.002  -0.0061
O  0.0012  0.0011  -0.0041
O  -0.0019  -0.0012  -0.0115
O  -0.0106  -0.0005  -0.0293

The program warned: the cutoff lies below the one the program advises for these potential files; the forces do not sum to zero within the program's tolerance; empty levels may hold ghost states of the PAW files; the exchange-correlation potential is rough where the density is thin.
